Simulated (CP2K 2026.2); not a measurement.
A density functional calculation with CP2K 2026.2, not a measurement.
Periodic cell of 513 atoms, Si351O162, from a study of silicon, its oxide and their interface. The atomic structure is a simulated model.
Doubt: the forces sum to 3.02 eV/angstrom along one axis rather than to zero, so they err by at least 0.0059 eV/angstrom per atom on average; the grid cutoff is modest.

Settings: functional PBE; method Gaussian and plane waves; basis set DZVP-MOLOPT-SR-GTH; pseudopotentials GTH-PBE; grid cutoff 350 Ry, relative cutoff 50 Ry; k points Gamma only; occupations fixed; spin none; net charge 0.

Cell vectors (angstrom)
a 16.407 0 0
b 0 16.407 0
c -0.8006 -0.158 34.6219

Atoms and the computed forces on them: element, x, y, z (angstrom), force x, y, z (eV/angstrom)
Si 0.119 16.106 0.2 0.107 -0.002 -0.255
Si 2.803 2.497 0.367 -0.146 -0.216 -0.149
Si 16.168 5.695 0.368 0.105 -0.032 -0.117
Si 1.317 8.305 34.61 0.185 -0.074 -0.063
Si 0.045 10.625 0.462 -0.043 0.124 -0.1
Si 2.353 13.823 0.575 0.225 -0.039 -0.248
Si 4.832 0.123 0.47 -0.075 -0.316 -0.352
Si 7.389 2.901 0.303 0.002 0.345 0.017
Si 5.198 5.053 0.271 0.099 -0.058 0.028
Si 6.961 8.541 34.489 0.028 -0.071 0.072
Si 5.411 10.794 0.182 -0.162 0.097 0.055
Si 7.206 13.047 34.598 -0.118 0.097 -0.065
Si 10.135 15.974 34.6 0.043 -0.084 0.219
Si 13.336 2.769 0.277 0.214 -0.089 -0.073
Si 10.287 4.925 34.582 -0.106 0.017 -0.319
Si 13.961 7.851 0.015 0.007 -0.09 -0.193
Si 10.371 11.087 0.112 0.229 -0.001 -0.087
Si 12.356 13.689 34.416 -0.067 0.131 0.448
Si 1.117 1.333 1.584 0.276 0.106 -0.222
Si 3.896 3.966 1.85 -0.035 0.009 -0.251
Si 1.165 6.977 1.662 -0.043 -0.041 -0.194
Si 3.793 9.532 1.38 0.059 0.006 -0.323
Si 1.237 12.146 1.739 -0.121 0.101 -0.196
Si 3.804 15.018 1.915 0.084 0.118 -0.167
Si 6.448 1.305 1.715 -0.094 0.127 -0.143
Si 9.267 4.09 1.288 -0.089 -0.139 -0.194
Si 6.61 6.828 1.188 -0.124 -0.046 -0.334
Si 9.263 9.563 1.507 -0.075 0.036 -0.247
Si 6.61 12.221 1.61 -0.092 -0.006 -0.214
Si 9.239 14.942 1.239 0.127 -0.053 -0.242
Si 12.079 1.193 1.485 -0.079 0.016 -0.159
Si 14.893 4.049 1.519 -0.091 0.078 -0.212
Si 12.152 6.78 1.253 0.143 0.096 -0.015
Si 14.865 9.383 1.61 0.005 -0.015 -0.182
Si 12.067 12.27 1.283 -0.06 -0.002 -0.129
Si 14.721 14.967 1.308 0.027 -0.012 -0.206
Si 16.174 2.699 2.923 0.025 -0.099 0.069
Si 2.407 0.008 3.099 -0.161 0.024 0.254
Si 16.176 8.167 3.081 0.124 -0.001 0.214
Si 2.491 5.476 2.947 -0.059 -0.001 0.091
Si 16.076 13.577 2.827 0.061 0.181 -0.006
Si 2.613 10.815 3.007 -0.049 -0.075 -0.028
Si 5.204 2.615 3.178 -0.147 -0.142 0.216
Si 7.969 16.299 2.795 0.124 -0.045 -0.05
Si 5.215 8.115 2.715 0.083 0.099 -0.168
Si 7.971 5.499 2.713 -0.039 -0.08 -0.148
Si 5.278 13.601 3.002 0.072 -0.089 0.024
Si 7.956 10.858 2.951 -0.045 0.06 0.241
Si 10.62 2.642 2.722 0.064 0.107 -0.024
Si 13.451 16.3 2.841 0.119 -0.1 0.015
Si 10.719 8.121 2.69 0.101 -0.083 -0.004
Si 13.437 5.432 2.8 -0.027 -0.024 0.099
Si 10.658 13.608 2.731 -0.042 -0.034 -0.167
Si 13.398 10.86 2.751 -0.064 0.126 -0.077
Si 1.115 4.075 4.288 0.025 0.045 -0.013
Si 3.804 1.293 4.487 -0.026 0.051 -0.091
Si 1.17 9.537 4.364 -0.077 -0.031 0.032
Si 3.915 6.814 4.247 -0.058 -0.043 -0.043
Si 1.012 14.943 4.304 -0.025 0.086 -0.163
Si 3.917 12.227 4.341 0.046 -0.056 0.064
Si 6.663 4.114 4.236 0.048 -0.05 -0.034
Si 9.318 1.284 4.165 0.024 0.048 0.03
Si 6.547 9.455 4.216 0.008 0.066 -0.104
Si 9.359 6.791 4.134 -0.078 -0.037 0.015
Si 6.656 14.989 4.278 -0.005 -0.051 0.014
Si 9.361 12.257 4.232 -0.013 0.005 -0.119
Si 12.022 4.019 4.132 0.009 0.052 -0.126
Si 14.785 1.295 4.231 -0.008 -0.053 0.022
Si 12.031 9.498 4.132 0.035 0.012 -0.013
Si 14.764 6.741 4.298 -0.002 -0.022 -0.075
Si 12.036 14.95 4.174 -0.038 -0.025 -0.052
Si 14.728 12.212 4.209 0.076 0.021 -0.082
Si 16.103 16.347 5.659 0.023 -0.026 -0.027
Si 2.443 2.728 5.716 0.051 -0.002 0.077
Si 16.14 5.399 5.659 -0.053 -0.034 0.037
Si 2.533 8.136 5.663 -0.009 0.002 0.016
Si 16.135 10.902 5.628 0.059 0.046 0.022
Si 2.463 13.592 5.632 -0.011 0.037 -0.039
Si 5.26 16.31 5.681 -0.06 -0.024 0.068
Si 7.989 2.676 5.573 0.029 0.001 -0.006
Si 5.269 5.436 5.617 -0.033 0.031 -0.005
Si 7.974 8.122 5.556 0.021 0.01 -0.051
Si 5.258 10.833 5.662 0.016 0.007 0.005
Si 8.004 13.607 5.627 0.021 0.008 0.01
Si 10.693 16.342 5.559 0.018 -0.007 -0.057
Si 13.39 2.674 5.559 -0.01 0.005 -0.047
Si 10.687 5.396 5.54 0.02 -0.022 -0.11
Si 13.387 8.161 5.58 0.047 -0.02 -0.029
Si 10.708 10.856 5.571 -0.037 0.016 -0.03
Si 13.38 13.592 5.588 -0.027 -0.047 -0.076
Si 1.079 1.31 7.02 -0.022 0.015 0.005
Si 3.879 4.084 7.006 -0.048 -0.022 -0.021
Si 1.127 6.773 7.001 0.043 -0.028 -0.024
Si 3.878 9.502 7.033 -0.017 0.012 0.024
Si 1.102 12.243 7.009 -0.041 0.027 0.006
Si 3.851 14.95 7.004 0.051 -0.036 -0.001
Si 6.624 1.322 6.984 -0.049 0.028 -0.024
Si 9.348 4.034 6.95 0.011 -0.033 0.019
Si 6.631 6.786 6.983 -0.002 -0.046 -0.006
Si 9.326 9.498 6.939 -0.033 0.031 -0.012
Si 6.628 12.231 6.989 0.008 -0.035 -0.008
Si 9.352 14.99 6.976 -0.023 -0.023 0.012
Si 12.045 1.3 6.947 0.005 0.007 -0.002
Si 14.753 4.018 6.976 0.048 0.008 0.003
Si 12.037 6.767 6.937 -0.018 0.022 0.016
Si 14.772 9.506 6.97 0.005 0.009 -0.03
Si 12.046 12.22 6.968 0.05 -0.006 0.022
Si 14.736 14.96 6.984 0.018 0.07 0.026
Si 16.121 2.676 8.37 -0.025 -0.042 0.022
Si 2.482 16.345 8.348 0.023 0.037 -0.004
Si 16.154 8.148 8.346 0.011 0.007 -0.005
Si 2.498 5.423 8.375 0.001 0.016 0.016
Si 16.137 13.621 8.354 0.045 0 -0.008
Si 2.488 10.878 8.368 -0.016 -0.025 0.009
Si 5.237 2.682 8.343 0.003 -0.001 0.007
Si 7.977 16.347 8.349 0.029 0 0.014
Si 5.256 8.135 8.371 -0.011 0.029 -0.004
Si 7.98 5.392 8.332 -0.035 -0.012 -0.012
Si 5.237 13.588 8.354 -0.059 -0.024 0.022
Si 7.982 10.858 8.346 0.002 0.038 0
Si 10.694 2.663 8.336 0.022 0.017 -0.012
Si 13.394 16.346 8.347 -0.011 -0.037 -0.004
Si 10.68 8.128 8.319 0.013 -0.028 -0.013
Si 13.404 5.408 8.332 0.014 -0.013 -0.01
Si 10.694 13.601 8.342 -0.009 0.014 0.004
Si 13.419 10.871 8.344 0.013 0.009 0.003
Si 1.115 4.042 9.715 0.016 -0.013 0
Si 3.86 1.31 9.7 -0.013 -0.018 0.002
Si 1.121 9.507 9.725 0.002 0.015 0.002
Si 3.875 6.781 9.735 -0.016 0 0.011
Si 1.114 14.982 9.714 -0.019 0.005 0.002
Si 3.864 12.239 9.733 0.017 0.007 0.006
Si 6.605 4.039 9.709 -0.006 -0.004 0.003
Si 9.33 1.304 9.724 -0.019 -0.015 0
Si 6.609 9.511 9.729 -0.01 -0.012 0
Si 9.327 6.764 9.703 0.004 0.003 -0.005
Si 6.597 14.976 9.712 -0.014 0.014 -0.007
Si 9.327 12.237 9.714 -0.005 -0.013 -0.002
Si 12.054 4.031 9.71 -0.007 -0.005 -0.009
Si 14.768 1.296 9.726 0.026 0.029 0.005
Si 12.049 9.493 9.693 0.01 0.015 -0.015
Si 14.789 6.768 9.704 0.015 0.002 -0.007
Si 12.044 14.973 9.72 0.012 0.006 -0.003
Si 14.786 12.241 9.714 0.007 -0.01 -0.003
Si -0.247 16.35 11.082 0.014 -0.003 0.006
Si 2.493 2.674 11.07 -0.012 -0.001 0.005
Si -0.24 5.415 11.087 -0.002 -0.01 0
Si 2.505 8.152 11.096 0.006 -0.006 0.006
Si -0.239 10.89 11.082 -0.017 0.005 0.004
Si 2.497 13.628 11.081 -0.016 -0.014 0.002
Si 5.221 16.349 11.073 -0.017 0.016 0.01
Si 7.946 2.661 11.087 0.007 0.021 0.006
Si 5.24 5.399 11.085 -0.008 -0.009 0.005
Si 7.964 8.126 11.08 -0.005 0.001 0.004
Si 5.233 10.871 11.101 -0.013 0.002 0.02
Si 7.951 13.597 11.087 0.016 -0.008 0.002
Si 10.678 16.331 11.1 0.003 -0.009 -0.001
Si 13.417 2.67 11.095 0.001 -0.024 -0.005
Si 10.679 5.39 11.073 0.029 0.006 -0.01
Si 13.421 8.137 11.066 -0.009 0.008 -0.008
Si 10.69 10.859 11.068 0.023 -0.002 -0.009
Si 13.422 13.609 11.077 0.01 0.015 -0.009
Si 1.134 1.308 12.443 -0.015 0.009 0.011
Si 3.868 4.029 12.441 -0.006 0.006 -0.013
Si 1.148 6.773 12.457 0.005 0.039 0.007
Si 3.871 9.51 12.481 -0.026 -0.011 0.011
Si 1.139 12.261 12.446 0.03 0.023 -0.01
Si 3.857 14.998 12.459 0.015 0.011 -0.003
Si 6.567 1.305 12.461 0.002 -0.048 0.006
Si 9.305 4.03 12.448 -0.005 -0.017 -0.008
Si 6.598 6.766 12.455 -0.009 0.003 -0.006
Si 9.325 9.495 12.438 0.019 0.035 0.001
Si 6.586 12.242 12.476 -0.018 -0.01 0.011
Si 9.304 14.96 12.468 -0.004 0.01 0.003
Si 12.05 1.295 12.459 0.016 0.022 0.001
Si 14.805 4.036 12.452 0.02 0.014 0.01
Si 12.052 6.761 12.421 -0.031 -0.038 -0.015
Si 14.794 9.514 12.426 0.024 -0.005 0.002
Si 12.054 12.23 12.425 0.004 -0.008 -0.018
Si 14.798 14.975 12.437 -0.02 -0.025 -0.001
Si -0.217 2.675 13.819 0.003 -0.026 0.004
Si 2.503 -0.03 13.837 0.004 -0.027 -0.009
Si -0.225 8.167 13.79 -0.014 -0.031 -0.008
Si 2.533 5.401 13.821 0.02 -0.055 -0.002
Si -0.223 13.636 13.807 -0.019 -0.022 0.007
Si 2.51 10.913 13.828 -0.035 0.013 0.018
Si 5.203 2.672 13.846 -0.042 0.052 -0.02
Si 7.912 16.323 13.827 0.006 0.048 -0.007
Si 5.242 8.123 13.84 0.024 0.006 0.014
Si 7.942 5.389 13.828 0.016 0.011 0
Si 5.214 13.63 13.837 -0.038 0.013 -0.004
Si 7.96 10.848 13.821 0.029 -0.039 -0.01
Si 10.66 2.655 13.81 0.019 0.023 0.004
Si 13.433 16.33 13.809 0.025 -0.008 0.003
Si 10.681 8.111 13.789 0.081 -0.01 -0.007
Si 13.418 5.408 13.791 -0.025 0.016 -0.005
Si 10.683 13.568 13.807 0.048 -0.035 0.014
Si 13.427 10.88 13.79 -0.072 0.068 0.021
Si 1.184 4.027 15.187 0.01 0.074 0.026
Si 3.844 1.331 15.253 0.022 -0.036 0.076
Si 1.129 9.548 15.17 0.058 0.025 0.015
Si 3.908 6.736 15.223 -0.07 0.02 0.041
Si 1.128 15.018 15.19 -0.01 0.008 0.056
Si 3.858 12.283 15.227 0.033 -0.022 0.011
Si 6.562 4.044 15.21 0.03 -0.049 0.033
Si 9.281 1.283 15.17 -0.048 -0.04 -0.009
Si 6.618 9.477 15.212 -0.039 0.029 0.03
Si 9.32 6.751 15.177 -0.005 -0.018 0.033
Si 6.552 14.982 15.242 -0.016 -0.016 0.06
Si 9.32 12.203 15.194 0.007 0.028 0.042
Si 12.034 4.04 15.146 0.012 -0.025 -0.02
Si 14.811 1.298 15.166 -0.016 0.016 0.011
Si 12.052 9.488 15.123 -0.064 -0.043 -0.027
Si 14.802 6.792 15.12 0.035 0.028 0.004
Si 12.065 14.934 15.149 -0.009 0.003 -0.003
Si 14.814 12.252 15.142 0.044 0.01 0.006
Si -0.195 0.008 16.586 -0.031 -0.123 0.039
Si 2.513 2.712 16.678 -0.016 0.007 -0.056
Si -0.223 5.424 16.445 -0.002 -0.019 0.055
Si 2.523 8.168 16.487 -0.031 0 0.128
Si -0.252 10.909 16.55 -0.037 0.055 0
Si 2.461 13.663 16.59 0.028 0.084 -0.023
Si 5.191 -0.041 16.649 -0.026 0.072 0.079
Si 7.912 2.649 16.545 -0.004 0.054 0.158
Si 5.263 5.388 16.682 0.037 -0.026 -0.027
Si 7.951 8.057 16.599 0.048 0.07 -0.01
Si 5.285 10.91 16.541 -0.059 -0.091 0.173
Si 7.944 13.576 16.56 0.031 -0.03 0.031
Si 10.627 16.255 16.468 0.04 0.079 -0.032
Si 13.385 2.644 16.472 0.103 -0.006 -0.005
Si 10.695 5.402 16.54 -0.063 0.016 0.088
Si 13.472 8.192 16.479 -0.076 -0.088 0.041
Si 10.657 10.761 16.53 0.151 -0.041 0.016
Si 13.482 13.618 16.521 -0.051 -0.024 0.064
Si 1.081 1.412 18.06 -0.004 -0.039 0.074
Si 3.916 4.036 18.097 0.041 -0.116 0.046
Si 1.093 6.836 17.815 -0.003 0.026 -0.211
Si 3.923 9.508 17.862 0.144 0.16 -0.255
Si 1.058 12.319 17.929 -0.083 0.008 -0.008
Si 3.738 15.06 18.023 -0.071 0.062 0.031
Si 6.598 1.32 18.036 0.061 -0.016 0.061
Si 9.289 4.015 17.894 -0.107 -0.004 -0.182
Si 6.668 6.715 18.089 0.038 -0.065 0.084
Si 9.309 9.381 17.988 0.078 -0.001 0.076
Si 6.647 12.224 18.001 -0.128 -0.107 -0.034
Si 9.335 14.902 17.914 -0.046 0.081 -0.007
Si 11.983 1.225 17.76 -0.026 -0.08 -0.162
Si 14.799 4.036 17.753 0.105 -0.085 -0.114
Si 12.112 6.827 17.816 0.016 0.119 -0.193
Si 14.802 9.532 17.921 -0.031 0.074 -0.066
Si 12.15 12.097 17.758 -0.078 -0.108 -0.199
Si 14.826 15.045 17.924 0.074 0.057 -0.024
Si -0.414 2.779 19.347 -0.137 0.086 0.131
Si 2.401 0.088 19.532 0.084 -0.007 0.21
Si -0.266 8.159 19.255 0.097 -0.081 0.176
Si 2.458 5.538 19.194 -0.056 0.039 0.14
Si -0.277 13.688 19.389 0.01 0.022 0.248
Si 2.475 10.89 19.112 0.06 0.004 0.211
Si 5.302 2.674 19.599 0.115 -0.102 0.081
Si 8.033 16.293 19.352 0.013 0.08 0.222
Si 5.29 8.193 19.33 -0.078 -0.016 0.286
Si 8.086 5.304 19.491 0.046 -0.121 0.213
Si 5.181 13.654 19.249 0.001 -0.011 0.227
Si 7.997 10.763 19.425 0.057 0.105 0.322
Si 10.651 2.565 19.113 -0.071 -0.09 0.31
Si 13.326 -0.022 19.189 -0.084 -0.182 0.246
Si 10.792 8.042 19.322 0.046 0.031 0.191
Si 13.485 5.424 19.048 0.016 0.066 0.245
Si 10.752 13.382 19.03 0.143 0.043 0.265
Si 13.439 10.861 19.317 -0.046 0.056 0.244
Si 0.794 4.513 20.456 0.104 0.034 0.251
Si 4.202 1.011 20.944 -0.087 -0.003 -0.004
Si 1.367 9.355 20.469 0.055 -0.034 0.236
Si 3.569 7.154 20.504 -0.067 -0.029 0.141
Si 0.971 15.118 20.892 -0.08 -0.091 -0.051
Si 4.015 12.017 20.476 0.046 0.002 -0.221
Si 7.062 3.668 20.955 -0.079 0.222 -0.038
Si 9.306 1.404 20.725 -0.006 -0.075 -0.128
Si 6.309 9.768 20.897 -0.062 -0.008 0.044
Si 9.971 6.227 20.652 0.213 -0.003 0.074
Si 6.399 15.126 20.614 0.045 -0.058 -0.011
Si 9.696 11.931 20.573 -0.048 -0.094 -0.085
Si 12.076 4.003 20.222 -0.006 0.038 0.469
Si 14.112 1.77 20.549 -0.047 0.226 0.296
Si 11.876 9.692 20.686 -0.149 -0.023 0.012
Si 14.921 6.576 20.527 -0.051 -0.043 0.281
Si 12.273 14.556 20.331 0.098 0.12 -0.064
Si 14.53 12.492 20.678 -0.074 0.172 0.103
Si 0.988 2.958 22.831 -0.132 0.293 0.44
Si 3.324 1.565 24.033 0.141 -0.19 0.446
Si 15.765 9.047 24.634 0.167 -0.304 0.344
Si 4.225 6.726 23.433 -0.156 0.086 0.315
Si 0.128 11.298 22.757 -0.035 -0.181 0.07
Si 2.572 13.266 22.725 0.154 -0.036 0.381
Si 8.249 13.767 22.792 -0.023 -0.187 0.039
Si 10.53 15.796 22.656 0.19 0.03 0.129
Si 5.617 9.506 24.07 -0.002 -0.043 0.239
Si 6.669 5.047 23.859 0.096 0.031 0.263
Si 8.109 12.238 25.407 0.159 -0.132 0.279
Si 12.246 15.444 25.185 0.07 -0.042 0.355
Si 3.869 3.117 26.525 -0.208 0.015 0.09
Si 13.324 7.987 22.948 0.046 -0.016 0.08
Si 8.478 9.328 25.301 0.129 0.045 0.297
Si 11.518 11.122 28.438 -0.063 -0.011 -0.141
Si 15.839 0.612 22.675 -0.039 -0.067 0.455
Si 6.499 4.206 26.726 0.096 0.115 -0.012
Si -0.418 9.338 27.786 0.093 -0.097 -0.005
Si 3.566 11.121 25.801 -0.112 -0.044 0.205
Si 12.162 1.363 27.23 0.038 0.082 0.018
Si 13.199 3.916 26.437 0.062 0.047 0.174
Si 9.178 6.871 23.622 0.057 -0.049 0.545
Si 6.666 12.028 28.002 -0.036 0.069 0.071
Si 4.998 12.489 32.403 0.074 -0.071 -0.14
Si 14.444 -0.011 28.433 0.093 -0.001 0.024
Si 15.457 4.603 28.706 -0.023 0.002 -0.148
Si 10.517 8.413 27.418 -0.149 0.01 -0.027
Si 14.763 14.098 26.398 0.026 0.058 0.082
Si 15.45 2.607 24.794 -0.132 0.245 0.403
Si 4.494 13.712 27.492 0.013 0.206 0.074
Si 10.425 13.551 26.881 -0.026 0.009 0.106
Si 2.54 8.567 27.36 -0.096 -0.003 0.061
Si 11.054 4.927 31.558 0.012 -0.091 -0.357
Si 3.219 14.988 25.238 0.054 -0.013 0.404
Si 1.771 6.919 31.665 -0.172 0.092 -0.51
Si 5.611 2.324 28.508 0.05 -0.126 0.166
Si 9.586 14.812 29.658 -0.039 -0.077 -0.244
Si 4.715 10.711 29.882 -0.276 -0.069 -0.313
Si 8.225 1.354 32.769 0.044 0.014 -0.227
Si 4.26 7.605 29.847 0.071 0.021 -0.472
Si 9.025 11.85 30.128 0.01 0.095 -0.322
Si 13.308 9.006 31.748 0.076 -0.209 -0.382
Si -0.637 1.94 30.322 0.063 -0.013 -0.243
Si 11.609 6.422 25.173 -0.003 -0.112 0.283
Si 8.605 3.513 30.723 -0.183 0.034 -0.467
Si 14.391 12.026 28.446 0.034 -0.061 -0.12
Si 1.247 12.962 26.25 -0.029 0.028 0.195
Si 3.125 14.624 32.843 -0.1 0.143 0.041
Si 14.201 11.903 32.686 0.108 0.033 -0.12
Si 1.646 4.665 33.324 -0.078 -0.3 0.005
Si 0.481 16.158 31.931 -0.018 -0.052 -0.351
Si 2.319 12.618 29.131 0.03 0.089 -0.16
Si 6.316 5.092 29.412 -0.14 0.029 -0.033
Si 11.865 0.259 29.935 0.174 -0.136 -0.329
Si 10.875 7.815 30.417 0.059 -0.081 -0.334
Si 8.942 9.526 32.212 0.026 -0.034 -0.131
Si 1.495 6.829 24.89 -0.106 0.105 0.355
Si 12.985 2.445 31.872 0.03 0.033 -0.433
Si 15.479 7.368 30.115 -0.049 -0.088 -0.304
Si 0.897 4.27 26.438 -0.028 0.073 0.081
Si 7.619 0.767 29.959 -0.061 0.118 -0.41
Si -0.271 13.398 30.69 0.124 0.044 -0.321
O -0.513 -0.019 33.22 -0.246 0.197 0.566
O 0.539 1.247 31.23 0.207 -0.208 0.391
O 3.012 1.126 34.517 0.093 0.03 0.479
O 1.719 3.042 33.497 -0.281 -0.083 0.164
O 14.252 6.492 34.166 -0.081 0.292 0.711
O 1.57 5.292 31.819 -0.038 0 0.325
O 0.22 9.483 34.149 0.063 0.11 0.519
O 0.177 5.015 33.988 -0.122 0.01 -0.007
O 14.708 11.421 34.143 -0.172 0.013 0.019
O 15.491 12.604 31.962 -0.014 -0.292 0.028
O 1.082 14.777 0.209 -0.057 0.082 0.049
O -0.233 15.003 30.986 0.187 -0.022 0.107
O 4.254 15.457 33.712 0.175 0.228 0.095
O 4.023 13.693 31.837 0.268 0.052 0.187
O 7.551 0.495 31.561 0.079 -0.144 0.428
O 7.06 1.578 33.862 0.164 -0.366 -0.118
O 5.462 3.773 34.18 -0.056 0.123 0.714
O 3.077 5.278 33.921 0.093 0.378 0.149
O 7.733 8.725 33.002 -0.225 -0.078 0.084
O 4.172 2.067 27.767 -0.05 0.133 0.065
O 2.314 13.509 33.74 -0.307 0.003 0.327
O 5.625 9.47 34.203 0.002 0.102 0.12
O 8.464 12.046 34.177 -0.185 0.156 0.406
O 6.316 13.13 33.167 0.28 -0.009 0.09
O 10.764 15.596 30.476 -0.158 -0.096 0.14
O 9.497 0.538 33.4 -0.256 -0.1 0.112
O 14.453 2.279 31.208 -0.095 -0.043 0.259
O 13.123 2.063 33.446 0.17 -0.074 0.432
O 11.355 3.682 34.526 -0.36 0.065 0.318
O 10.247 5.291 32.944 -0.158 0.312 0.619
O 15.297 8.226 28.741 0.103 0.124 0.017
O 12.802 8.49 33.219 0.099 -0.244 0.552
O 9.998 10.099 33.341 0.111 0.225 0.066
O 9.623 8.37 31.292 -0.208 0.122 0.236
O 12.999 12.992 33.034 -0.112 0.241 0.198
O 11.214 14.846 33.944 -0.098 0.05 0.164
O -0.295 5.582 21.126 -0.12 -0.158 -0.545
O 1.652 4.014 21.812 -0.34 -0.382 -0.183
O 5.309 16.214 21.222 0.062 0.284 -0.45
O 3.889 1.502 22.515 0.162 0.198 -0.524
O 0.779 10.187 21.762 -0.07 -0.151 -0.125
O 2.464 8.262 21.109 0.113 0.147 -0.319
O 4.356 6.536 21.823 0.175 0.17 -0.3
O 6.685 4.139 22.51 -0.248 0.014 -0.394
O 2.283 14.388 21.587 0.061 0.239 -0.23
O -0.02 15.538 22.225 0.34 0.035 -0.145
O 5.177 10.881 20.537 -0.035 0.065 -0.077
O 3.61 12.21 22.064 -0.279 -0.112 0.021
O 8.199 2.505 21.262 -0.077 0.073 -0.019
O 4.871 4.402 26.611 -0.118 0.14 -0.109
O 10.016 0.864 22.146 -0.25 -0.109 -0.14
O 13.001 11.424 29.03 0.007 -0.193 0.051
O 4.691 8.179 23.984 -0.29 -0.031 -0.173
O 6.305 9.749 22.591 0.425 -0.352 -0.839
O 9.625 6.967 22.076 0.153 0.283 -0.273
O 7.656 6.321 23.663 -0.077 -0.047 -0.322
O 7.584 12.972 24.059 -0.333 0.008 -0.25
O 7 14.38 21.957 0.029 -0.075 0.05
O 8.946 10.878 25.039 -0.032 0.125 -0.252
O 9.086 12.714 21.878 -0.292 0.08 0.293
O 11.083 5.029 21.124 -0.375 0.262 -0.586
O -0.34 3.34 29.551 0.055 0.078 -0.028
O 14.428 0.944 21.952 0.153 -0.177 0.058
O 13.048 2.962 21.135 0.156 -0.121 -0.861
O 12.453 9.075 22.105 0.132 -0.08 -0.172
O 10.783 10.839 21.217 0.073 -0.001 -0.677
O 14.106 7.033 21.889 0.062 -0.055 -0.175
O -0.164 10.532 24.17 0.226 0.354 -0.25
O 11.087 15.076 21.324 -0.167 0.03 0.056
O 11.809 15.801 23.666 0.083 0.03 -0.272
O 15.153 11.87 22.09 -0.22 -0.113 -0.326
O 13.367 13.604 21.182 -0.086 -0.106 -0.371
O 1.992 2.504 24.021 -0.163 0.177 0.014
O 0.606 1.579 22.034 0.018 0.065 -0.196
O 15.597 1.028 24.285 0.037 -0.454 -0.314
O -0.016 2.958 26.09 0.077 -0.203 -0.203
O 3.464 7.75 28.423 -0.139 -0.234 -0.147
O 15.585 9.015 26.249 -0.125 0.065 -0.345
O 2.67 6.528 23.827 0.176 0.002 -0.389
O 5.157 5.584 24.109 0.006 -0.026 0.051
O 4.769 9.115 30.234 0.132 -0.028 -0.042
O 1.13 12.56 23.025 -0.094 -0.143 0.044
O 2.068 11.759 25.426 -0.117 0.033 0.154
O 3.365 13.953 23.982 0.148 -0.183 -0.468
O 5.994 13.535 28.14 0.163 0.099 -0.125
O 9.269 14.956 23.275 0.189 -0.147 0.211
O 11.804 0.387 25.994 -0.254 -0.019 -0.384
O 11.963 2.942 26.901 -0.242 0.039 0.266
O 6.845 9.237 25.144 -0.147 -0.096 -0.011
O 7.17 4.32 25.251 0.255 0.08 -0.017
O 4.594 10.715 24.58 0.011 0.183 -0.203
O 10.469 11.235 29.677 0.034 -0.095 0.341
O 11.101 12.143 27.258 -0.117 0.007 -0.037
O 13.761 1.117 27.471 -0.019 0.053 -0.148
O 4.197 11.521 33.461 -0.239 -0.083 0.27
O 9.2 8.399 24.185 0.027 0.021 -0.404
O 15.075 5.819 29.732 -0.123 0.1 0.208
O 12.394 7.106 23.934 0.03 -0.012 -0.298
O 0.409 7.853 24.233 -0.143 -0.1 -0.206
O 11.493 9.679 27.7 0.169 0.329 -0.044
O 6.916 11.766 26.413 -0.128 -0.163 -0.365
O 15.135 15.216 27.547 0.096 0.016 -0.061
O 15.428 10.812 28.151 -0.124 0.071 -0.233
O 4.247 2.344 25.127 0.109 0.069 -0.29
O -0.414 3.494 23.516 0.273 -0.101 -0.168
O 2.386 3.712 26.708 0.031 0.048 0.114
O 6.731 2.691 27.337 -0.164 0.087 0.163
O 6.968 5.283 27.891 -0.046 -0.253 -0.24
O 0.837 5.381 25.247 0.077 -0.079 -0.061
O 8.973 13.335 26.217 -0.187 0.046 0.031
O 4.195 12.321 26.694 -0.008 -0.143 -0.229
O 11.308 0.99 28.569 -0.166 -0.163 -0.042
O 13.81 14.896 25.308 -0.056 0.19 -0.273
O 10.165 5.934 24.552 -0.078 0.058 -0.058
O 12.524 5.239 25.799 0.044 0.273 -0.14
O 5.42 3.695 29.43 -0.156 0.067 0.05
O 5.452 6.452 29.772 0.24 -0.095 0.152
O 8.061 11.882 28.809 0.016 0.131 0.168
O 9.052 8.842 26.779 -0.247 0.093 -0.17
O 5.372 11.587 31.085 0.019 0.054 0.376
O 5.658 10.885 28.565 0.13 0.049 -0.021
O 15.612 0.782 29.19 0.149 0.069 -0.082
O 12.384 3.97 31.725 0.066 0.103 0.128
O 3.41 9.764 26.69 0.016 0.249 -0.301
O 14.356 8.774 23.91 -0.225 0.161 -0.357
O 12.125 8.854 30.62 -0.075 -0.008 0.295
O 11.319 7.456 26.39 0.201 0.141 -0.011
O 13.947 12.881 27.121 -0.061 -0.128 -0.132
O -0.307 13.318 25.816 -0.064 -0.189 -0.299
O 13.964 3.11 25.223 0.016 -0.021 -0.334
O 3.03 0.076 24.652 -0.287 -0.014 0.025
O 0.302 5.039 27.751 0.06 0.025 0.054
O 10.24 14.453 28.211 0.025 0.184 0.017
O 2.022 15.655 32.193 0.105 0.011 0.203
O 3.231 7.164 31.01 -0.182 -0.122 0.233
O 2.104 7.477 26.248 0.224 -0.043 -0.258
O 7.52 4.741 30.484 -0.033 -0.137 0.02
O 4.44 14.909 26.357 -0.059 0.138 -0.068
O 1.924 14.445 26.069 -0.029 -0.006 -0.136
O 1.279 12.938 30.356 -0.195 -0.052 0.436
O 3.396 13.816 28.722 0.014 -0.089 0.103
O 3.188 11.27 29.534 -0.072 -0.144 -0.001
O 8.585 2.87 32.235 0.01 -0.231 0.246
O 8.385 2.22 29.719 -0.016 0.052 -0.082
O 11.357 14.233 25.767 0.1 0.002 0.127
O 1.713 7.647 33.134 -0.002 -0.137 0.515
O 6.12 0.997 29.316 0.077 -0.144 0.209
O 10.074 4.154 30.498 -0.007 -0.185 -0.118
O 1.347 12.466 27.811 -0.183 -0.158 -0.134
O 8.474 10.831 31.284 -0.022 -0.189 0.25
O 10.343 7.687 28.871 -0.023 -0.08 0.256
O 13.278 15.908 29.506 -0.204 0.188 0.16
O 14.16 4.262 27.734 -0.14 -0.156 -0.091
O 12.031 1.365 31.109 -0.268 0.123 0.131
O 14.538 8.036 31.263 0.018 0.194 0.169
O 11.44 6.355 30.879 -0.095 -0.058 0.426
O 0.614 7.456 30.642 0.224 0.168 0.197
O 1.2 9.247 28.009 0.098 0.198 0.221
O 8.349 15.85 29.343 0.08 0.017 -0.025
O 9.181 13.458 30.503 0.102 -0.088 0.123
O 13.715 10.594 31.827 -0.113 0.225 0.23
O 15.132 13.068 29.449 -0.058 0.111 -0.055

Results
total energy: -108574.549 eV
total energy less fixed offsets of O -438.35, Si -107.03 eV per atom: 5.681 eV
